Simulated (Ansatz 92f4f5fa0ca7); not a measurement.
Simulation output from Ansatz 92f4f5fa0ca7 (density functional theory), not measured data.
Periodic cell of 462 atoms, Si286O176, from a study of silicon, its oxide and their interface. The atomic structure is a simulated model.
This geometry differs little from another in the collection (a relaxation step or a small displacement).

Settings
functional: r2SCAN
potential files: Ansatz PAW
basis: plane waves
wave-function cutoff: 800 eV
density cutoff ratio: 5
exchange-correlation grid ratio: 1
k mesh: 1 x 1 x 1, Gamma-centred
self-consistency stop: 1e-10 eV per atom in the density residual
occupations: fixed
spin: none
net charge: 0

Cell vectors (angstrom)
a	16.332	0	0
b	0	16.332	0
c	0	0	30.0098

Atoms and the computed forces on them: element, x, y, z (angstrom), force x, y, z (eV/angstrom)
Si	-0.279	-0.163	-0.041	0	-0.001	0
Si	2.983	2.398	0.066	0	0	0
Si	-0.19	5.977	0.209	0.003	-0.002	-0.003
Si	3.09	7.776	0.061	0	-0.001	-0.002
Si	-0.304	11.015	0.168	0.001	-0.001	0.001
Si	2.954	13.013	-0.082	0.001	0.001	0
Si	5.204	0.164	-0.042	0	0	-0.001
Si	8.799	2.943	-0.433	0	-0.001	-0.001
Si	5.26	5.406	0.02	0	0	0
Si	8.611	7.805	-0.193	0	-0.001	0
Si	4.87	11.317	-0.029	-0.001	-0.002	-0.002
Si	8.979	13.968	-0.151	-0.001	-0.001	0.002
Si	11.499	1.461	-0.787	0	0	0.002
Si	13.055	4.011	-1.132	-0.001	-0.001	0.001
Si	10.954	5.728	0.245	0	-0.001	0.001
Si	14.2	7.636	0.25	-0.002	0	-0.001
Si	10.75	11.342	0.057	-0.001	0.001	0
Si	13.91	13.403	0.215	0	0	0
Si	1.234	1.268	1.172	0	-0.001	0
Si	4.093	3.959	1.444	0	0	-0.001
Si	1.449	6.901	1.527	-0.001	0	0
Si	4.102	9.518	1.313	0	0.001	0.001
Si	1.378	12.107	1.401	-0.001	0	0
Si	3.974	14.837	1.135	0	-0.001	0
Si	6.752	1.268	1.341	-0.001	-0.001	0.001
Si	9.682	4.123	1.374	0	0.001	0
Si	6.922	6.71	1.153	0	0	-0.001
Si	9.528	9.592	1.159	0	0	-0.001
Si	6.644	12.307	1.264	0.003	0.002	-0.002
Si	9.964	15.334	1.529	0	-0.001	-0.001
Si	11.669	0.823	1.468	-0.001	0	-0.001
Si	14.967	4.293	1.336	0	-0.002	-0.001
Si	12.433	6.869	1.588	0	0	0
Si	14.996	9.441	1.51	0.002	0.002	0.001
Si	12.269	12.33	1.494	0	-0.001	0
Si	15.071	14.845	1.588	0.001	0	0
Si	-0.058	2.714	2.554	0	0	0
Si	2.627	-0.108	2.563	0	0	0
Si	0.084	8.213	2.905	0	0	0
Si	2.722	5.365	2.753	0	0	0
Si	0.121	13.501	2.853	0	0	0
Si	2.698	10.746	2.774	0	0	0
Si	5.502	2.667	2.773	0	0	0
Si	8.181	-0.008	2.727	0	0	0.001
Si	5.555	8.127	2.57	0	-0.001	0
Si	8.184	5.403	2.661	0	0	0
Si	5.343	13.631	2.682	0	0	0
Si	8.089	10.876	2.551	0	0	0.001
Si	10.852	2.627	2.766	-0.001	0	0
Si	13.536	-0.074	2.694	0	0	0.001
Si	10.914	8.302	2.679	0	0	0
Si	13.653	5.42	2.919	-0.001	0	0
Si	10.939	13.673	2.862	-0.001	-0.001	0
Si	13.591	10.856	2.788	-0.001	0	-0.001
Si	1.302	4.025	4.037	0	-0.001	0
Si	4.033	1.262	3.987	0.001	0	0
Si	1.393	9.533	4.266	0	0	0
Si	4.138	6.796	3.995	0	0	0
Si	1.415	14.948	4.132	0	0	0.001
Si	4.054	12.21	4.055	0	0.001	0
Si	6.832	4.079	4.092	0	0	0
Si	9.45	1.371	4.16	0	0	0
Si	6.824	9.507	4.001	0	0	0
Si	9.551	6.822	3.987	0	0	0.001
Si	6.763	14.954	4.042	0	0	0
Si	9.453	12.24	3.994	0	0	0
Si	12.257	3.983	4.117	0	0	-0.001
Si	14.928	1.365	3.976	0	0	0
Si	12.214	9.569	4.155	0	0	0
Si	15.024	6.814	4.198	0	-0.001	0
Si	12.296	14.967	4.214	0.001	0	0
Si	15.002	12.19	4.147	0	-0.001	0
Si	-0.02	0.016	5.387	0.001	0	0
Si	2.694	2.664	5.367	0	0	0
Si	0.045	5.408	5.485	0	0	0
Si	2.803	8.119	5.463	0	0	0
Si	0.012	10.896	5.568	0	0	0
Si	2.761	13.583	5.48	0	0	0
Si	5.408	-0.03	5.425	0	0	0
Si	8.129	2.731	5.506	0	0	0
Si	5.448	5.45	5.409	0	-0.001	0
Si	8.181	8.16	5.383	0	-0.001	0
Si	5.455	10.857	5.394	0	0.001	0
Si	8.117	13.579	5.406	0	0	0
Si	10.866	0.001	5.48	-0.001	0	0
Si	13.642	2.675	5.458	0	0	0
Si	10.881	5.426	5.387	0	0	0.001
Si	13.606	8.19	5.479	0	0	0
Si	10.822	10.94	5.435	0	0	0
Si	13.664	13.596	5.503	0	0	0
Si	1.351	1.354	6.788	0	0	0.001
Si	4.056	4.056	6.73	0	0	0
Si	1.425	6.777	6.825	0	0	0
Si	4.121	9.52	6.811	0	-0.001	0
Si	1.393	12.278	6.873	0	0	-0.001
Si	4.109	14.934	6.851	0	0	0
Si	6.75	1.348	6.813	0	0	0
Si	9.529	4.089	6.799	0	0	0
Si	6.799	6.82	6.766	0	0	0
Si	9.501	9.531	6.777	0	0	0
Si	6.785	12.216	6.797	0	0	0
Si	9.483	14.939	6.786	0	0	0
Si	12.263	1.341	6.81	0	-0.001	0
Si	14.994	4.059	6.814	0	0	0
Si	12.238	6.787	6.771	0	0	0
Si	14.96	9.525	6.868	0	0	0
Si	12.223	12.271	6.795	0.001	0	0
Si	15.001	15.001	6.82	0	0	0
Si	0.024	2.725	8.193	0	-0.001	0
Si	2.722	0.001	8.167	0	0	0
Si	0.046	8.162	8.168	0	-0.001	0
Si	2.759	5.401	8.177	0	0	0
Si	0.029	13.665	8.188	0	0	0
Si	2.777	10.895	8.192	0	0	0
Si	5.395	2.732	8.149	0	0	0
Si	8.128	-0.033	8.156	0	0	0
Si	5.451	8.155	8.183	0	0	0
Si	8.149	5.454	8.118	0	0	0
Si	5.46	13.563	8.222	0	0	0
Si	8.131	10.851	8.17	0	0	0
Si	10.897	2.698	8.137	-0.001	0	0
Si	13.62	0.016	8.189	0	0	0
Si	10.875	8.169	8.114	0	-0.001	0
Si	13.627	5.453	8.125	0	0	0
Si	10.866	13.614	8.163	-0.001	0	0
Si	13.576	10.92	8.163	0	0	0
Si	1.376	4.1	9.567	0	0	0
Si	4.077	1.367	9.547	0	0	0
Si	1.399	9.552	9.528	0	0	0
Si	4.11	6.762	9.549	0	0	0
Si	1.357	15.023	9.566	-0.001	0	0
Si	4.11	12.222	9.633	0	0	0
Si	6.786	4.1	9.477	0	-0.001	0
Si	9.534	1.311	9.494	0	0	0
Si	6.771	9.51	9.574	0	0	0
Si	9.48	6.836	9.459	0	0.001	0
Si	6.807	14.945	9.574	0	0	0
Si	9.523	12.207	9.499	0	0	0
Si	12.249	4.092	9.441	0	0	0
Si	14.977	1.394	9.56	-0.001	0	0
Si	12.232	9.528	9.486	0	0	0
Si	15.001	6.804	9.502	0	0	0
Si	12.222	14.997	9.514	0	0	0
Si	14.965	12.295	9.485	0	0	0
Si	-0.003	0.048	10.952	0	0	0
Si	2.732	2.737	10.923	0	0	0
Si	0.002	5.478	10.927	-0.001	0	0
Si	2.708	8.125	10.876	0	0	0.001
Si	0.026	10.969	10.836	0	0	0
Si	2.721	13.666	10.907	0	0	0
Si	5.45	0.009	10.932	0	0	0
Si	8.154	2.704	10.773	0	0	-0.001
Si	5.523	5.457	10.939	0	0	0
Si	8.12	8.122	10.899	0	0.001	0
Si	5.455	10.823	11.039	-0.001	0	0
Si	8.208	13.56	10.887	-0.001	0	0
Si	10.87	-0.03	10.937	-0.001	0	0
Si	13.593	2.807	10.86	0.001	-0.001	0
Si	10.866	5.46	10.721	0	-0.001	0
Si	13.664	8.226	10.807	-0.001	0	0
Si	10.84	10.821	10.871	0.001	0	0
Si	13.601	13.65	10.832	0	0	0
Si	1.348	1.444	12.324	0	0	0.001
Si	4.184	4.054	12.244	0	-0.001	-0.001
Si	1.327	6.875	12.317	0.001	0	0
Si	4.043	9.36	12.338	0	-0.001	0
Si	1.317	12.357	12.249	0	0	0
Si	4.03	15.028	12.306	0	0	0.001
Si	6.925	1.341	12.231	0	0	0.001
Si	9.485	4.118	12.054	0	0	0
Si	6.871	6.783	12.404	-0.001	0	0
Si	9.452	9.457	12.254	-0.001	0	0.001
Si	6.906	12.236	12.318	0	0	0.001
Si	9.577	14.822	12.327	0	0	0
Si	12.211	1.467	12.194	0	0	0
Si	14.924	4.16	12.275	0	0	0
Si	12.229	6.832	12.008	0	0.001	0
Si	15.041	9.597	12.186	0	0	0.001
Si	12.263	12.22	12.102	0	-0.001	0
Si	14.887	15.025	12.253	0	0.001	-0.001
Si	-0.103	2.778	13.654	-0.001	-0.001	0
Si	2.688	0.102	13.745	0	0	0.001
Si	-0.044	8.304	13.725	0	0	0
Si	2.722	5.38	13.503	0.001	0.001	0.001
Si	-0.082	13.735	13.658	-0.001	0	0.001
Si	2.621	10.835	13.49	-0.001	-0.001	0
Si	5.577	2.682	13.597	0	0	0.001
Si	8.209	-0.115	13.617	0	0	0
Si	5.486	8.1	13.841	0	0.001	0
Si	8.311	5.347	13.667	0	0	0
Si	5.453	13.62	13.555	0	0	0
Si	8.203	10.801	13.748	0	0	0.001
Si	10.899	2.949	13.448	0	0.001	0.001
Si	13.574	0.177	13.547	0	-0.001	0
Si	10.865	8.026	13.455	0.001	0.001	-0.001
Si	13.56	5.662	13.494	0	0	0.001
Si	10.914	13.308	13.642	0	-0.001	0
Si	13.635	10.953	13.475	0	0.001	0
Si	1.256	4.233	14.808	-0.001	0.001	0.004
Si	4.425	1.186	14.974	0	0	0.001
Si	0.998	10.025	15.02	0.001	0	0
Si	4.782	6.506	15.492	-0.002	-0.001	0
Si	0.982	15.378	15.008	0.001	0	0
Si	4.218	12.006	14.661	0.001	0	0.001
Si	6.836	4.078	15.017	0	0	-0.001
Si	9.586	0.835	15.268	-0.001	0	-0.001
Si	6.485	9.833	15.029	0.001	0.001	-0.001
Si	10.115	6.283	14.875	0	0	0.001
Si	6.548	15.192	14.893	-0.001	0	0
Si	10.049	11.593	15.013	-0.001	-0.001	0
Si	11.879	4.628	14.702	0	0	-0.001
Si	15.061	1.27	14.995	-0.001	-0.001	0
Si	12.273	9.451	14.6	0.001	-0.001	0.001
Si	14.463	7.347	14.885	-0.001	0.001	0
Si	12.297	15.535	15.195	0.001	0	0
Si	14.999	12.206	14.948	0	0.001	-0.001
Si	-3.913	-17.891	19.753	0	0	-0.001
Si	2.901	7.603	20.014	0	0	0
Si	-0.805	-0.037	23.335	0	-0.001	0
Si	-8.98	19.096	23.308	-0.001	0	0
Si	-14.524	-5.544	17.816	0	0.001	-0.001
Si	4.483	26.355	18.908	0.002	-0.001	0
Si	3.35	2.037	24.331	0	0	0.001
Si	-1.87	0.505	20.555	0	0	0
Si	-16.021	20.856	21.073	0.001	0	0
Si	8.111	-3.196	21.512	0	0.001	0
Si	-2.345	5.483	26.34	0	0	0.001
Si	-11.003	20.46	25.029	0.001	0	0.001
Si	5.366	10.307	27.909	0.001	0.003	-0.001
Si	7.123	9.289	17.223	0	0	-0.002
Si	2.442	29.781	16.906	0.001	0	-0.001
Si	0.44	21.157	25.538	0	0	0.001
Si	13.527	15.877	28.418	-0.001	0	0
Si	12.687	3.213	24.688	0	0	0.001
Si	3.135	4.08	21.872	0	0.001	0
Si	7.268	15.371	27.754	0.001	0.001	0.001
Si	14.063	14.153	17.239	-0.001	-0.001	-0.001
Si	6.712	20.135	27.659	0	0	0.001
Si	9.586	41.716	23.899	0	0	0
Si	6.79	-3.661	26.307	-0.002	-0.001	0.002
Si	-14.621	20.838	28.068	0	-0.001	0.001
Si	12.862	21.014	19.36	-0.001	0	-0.001
Si	-2.624	24.615	27.311	0	-0.001	0.001
Si	25.894	3.632	25.024	-0.001	0	0.001
Si	16.709	18.437	24.723	0.001	0	0.001
Si	-6.329	27.412	20.544	0	0.001	-0.001
Si	14.272	17.137	25.727	0	-0.001	0.001
Si	12.155	10.898	27.342	0	0	0.002
Si	4.186	22.091	18.337	0.001	0	-0.001
Si	-7.988	18.485	20.344	-0.001	0	0
Si	14.003	19.685	21.804	0	0	-0.001
Si	-2.628	3.385	16.814	-0.001	0	-0.001
Si	-15.487	14.105	27.824	0.001	0	0.002
Si	9.784	4.308	18.952	0	0.001	0
Si	-27.279	28.479	20.885	0	0	-0.001
Si	-17.927	10.459	22.023	0	0	0
Si	9.308	-5.375	26.199	0	0	0.001
Si	-8.051	2.47	17.392	-0.001	0	-0.001
Si	7.878	23.549	22.456	0	-0.001	0
Si	16.333	9.795	27.27	0	0	0.002
Si	5.086	6.262	21.139	0	0	0
Si	2.45	15.856	20.425	0	0	-0.001
Si	16.104	31.307	19.261	0.001	0	-0.001
Si	1.256	-18.37	24.733	0.001	0	0.001
Si	15.553	5.888	16.303	0.006	0	0
Si	7.905	8.489	27.647	-0.001	0	0.001
Si	7.4	-1.939	17.804	-0.001	0	-0.001
Si	19.138	25.098	27.141	0	0	0.001
Si	18.325	18.775	19.81	0.001	0.001	0
Si	-13.237	-10.316	25.902	0.001	-0.001	0.001
Si	5.907	-2.995	23.413	0	0.001	0.001
Si	9.307	31.855	19.845	0	0	0
Si	-8.728	17.912	26.055	0	-0.001	0.001
Si	-1.069	22.932	19.168	0.001	-0.001	-0.002
Si	15.414	12.564	23.966	0	0	0
Si	19.971	-17.269	23.298	0	0.001	0
Si	4.536	30.806	19.046	0.001	0.001	-0.002
Si	8.781	6.607	25.235	0	0	0
Si	0.264	-7.245	20.039	0	0	0
Si	-6.439	8.108	20.402	0.001	-0.001	-0.001
Si	14.338	-19.391	21.276	0.001	0.003	0
Si	28.236	9.439	21.829	0	0.001	0
Si	-1.51	12.334	26.739	0	0	0.001
Si	19.458	-29.631	17.106	-0.002	-0.001	-0.002
Si	-7.411	28.105	17.809	0	0	-0.001
Si	8.99	23.261	17.822	0	0	-0.002
O	-8.898	2.285	-8.282	0	0	0
O	1.418	-6.927	-3.396	0	-0.001	-0.001
O	6.965	-3.926	-9.394	0	0	0.001
O	-2.028	11.675	-8.958	0	0.001	0.001
O	4.091	1.31	-0.509	0	0	0
O	8.956	18.839	-3.966	0	0.001	-0.001
O	0.355	-0.994	-6.108	0.001	0	0
O	7.448	-2.833	-7.076	0	0	-0.001
O	-6.486	28.947	-0.524	0	-0.001	0.001
O	3.601	-2.368	-12.144	0.002	0	-0.002
O	1.7	5.741	-4.901	0	0	0
O	4.18	6.603	-0.33	0	0.001	0.001
O	11.816	5.039	-0.961	0	-0.001	0
O	2.111	-3.015	-1.501	-0.001	0	-0.001
O	9.883	7.742	-5.18	0	0	-0.001
O	-0.703	0.188	-10.528	0	-0.001	0
O	6.601	2.236	-2.823	0	0	0
O	11.992	16.411	-1.497	0.001	0	0
O	7.554	18.4	0.135	0.001	0.001	-0.001
O	6.045	11.472	-2.958	-0.001	-0.001	-0.001
O	3.649	25.014	-10.904	0	0	0.001
O	2.937	21.654	-2.639	0	0	-0.002
O	-2.053	12.842	-13.721	0	0.001	0.001
O	17.799	8.107	-9.523	0	0.001	0
O	-3.994	-12.462	-13.913	0	0	0.001
O	14.249	2.033	-9.089	0	0.001	0.001
O	8.345	10.278	-12.376	0	0.001	0
O	14.635	0.394	-0.717	0	-0.001	0
O	14.846	13.518	-7.217	0.001	-0.001	0
O	7.146	1.594	-5.542	0	0	-0.001
O	12.784	9.504	-3.218	0.001	-0.001	0
O	-2.318	20.967	-2.276	-0.001	0	0
O	9.33	12.082	-8.387	0	0	-0.001
O	19.134	-1.85	-5.673	0	0	-0.001
O	22.474	20.149	-6.368	0	0	0
O	7.719	12.825	-11.978	0	0.001	0
O	-1.472	4.436	16.453	0	0.001	-0.001
O	1.651	9.812	16.515	0	0.001	0
O	-11.422	-5.606	20.302	0	0.001	0
O	-0.315	6.389	17.758	-0.003	-0.002	-0.001
O	-5.358	25.719	23.153	0	0	0
O	-2.086	18.278	16.272	0	0	0
O	1.365	14.942	19.599	-0.001	0	0.001
O	4.562	6.757	17.096	0	0	0
O	-4.801	10.793	21	-0.001	0	0
O	-15.688	19.643	20.037	0	0	0.001
O	4.32	21.737	25.027	-0.001	0	0.001
O	-1.755	-3.345	25.284	0	-0.001	-0.001
O	11.087	19.594	24.712	0	0	0
O	9.151	0.729	20.368	0	0	0
O	-0.236	5.816	20.292	0	0	0
O	4.093	1.97	16.37	-0.001	0.003	-0.001
O	-0.794	14.557	17.797	0	0.001	0.001
O	8.742	5.508	18.574	0.001	0	0
O	9.934	7.755	18.836	0	0.001	0.001
O	-0.138	16.499	15.482	-0.001	0.001	0
O	7.616	7.76	17.544	0	0	0
O	-12.481	16.923	23.808	0	0	0
O	-11.783	29.672	20.193	0	0	-0.001
O	5.674	20.84	28.699	0	-0.001	0
O	-1.169	27.369	23.48	-0.001	0	-0.001
O	9.76	6.721	16.42	-0.001	0	0.001
O	-5.383	16.343	15.653	0	0	0.001
O	26.269	18.237	28.988	0	0	0
O	21.787	16.311	15.396	0	0	0
O	4.416	19.121	25.312	0	0	-0.001
O	7.586	18.514	18.865	0.001	0	0
O	13.186	4.64	25.24	0	-0.001	0
O	3.3	7.597	26.137	0	0	-0.001
O	3.965	9.883	27.209	0	0	0.001
O	18.358	3.52	16.045	0	0	0
O	8.761	19.825	23.621	0.001	0	0
O	-0.927	13.912	20.255	0	0.001	0
O	9.699	-4.095	16.472	0	0	0
O	3.357	6.098	14.857	0.001	0	0.001
O	-1.026	-7.784	27.179	-0.001	0	-0.001
O	6.43	4.493	26.196	0	0	-0.001
O	-0.683	-5.351	26.434	0	0	0
O	8.587	14.893	28.579	-0.001	0	-0.001
O	-0.84	5.747	25.82	0	0	0.001
O	-2.064	-0.029	24.345	0.001	0.001	0
O	-9.89	6.865	21.787	0	0	0
O	1.416	28.683	17.543	0.001	0	0.001
O	14.86	28.451	29.816	0	0	0
O	5.814	5.258	15.478	0	0	0.001
O	-0.908	4.08	22.035	0	0	0
O	-6.666	3.271	17.706	0	0	0
O	9.416	5.156	25.61	0	0	0
O	-7.33	23.368	21.267	0	0	0
O	-7.733	14.535	20.898	0	0	0
O	9.275	-6.713	20.531	0.001	0	0.001
O	-0.529	13.249	27.656	0	-0.001	-0.001
O	3.901	7.367	21.261	0	0	0
O	0.872	10.181	18.999	0	0	0.001
O	-5.054	21.242	19.091	0	-0.001	0.001
O	-11.038	22.19	19.553	0	0	0.001
O	-3.019	6.937	26.517	0.001	0	0
O	13.272	3.005	23.196	0	0	0
O	-18.932	38.702	19.065	0	-0.001	0
O	3.401	27.279	18.143	-0.001	0	0
O	9.921	11.771	19.082	0	0	0.001
O	6.617	14.061	27.084	0	-0.002	-0.001
O	3.231	29.077	15.704	-0.002	0.001	0.001
O	19.142	6.267	19.075	0.001	0	0.001
O	6.021	14.789	18.535	-0.001	-0.001	0.001
O	5.315	10.984	15.345	-0.001	0.001	-0.001
O	7.338	3.342	16.397	0	0	0
O	-17.733	-0.303	21.88	0.001	0	0
O	-0.295	9.769	21.381	-0.001	0	0
O	18.261	18.149	25.079	0	0	-0.001
O	-2.922	3.468	18.409	0	0	0.001
O	-7.163	10.363	24.716	0	0	0
O	1.217	14.569	26.327	0	-0.001	-0.001
O	-5.469	27.671	26.469	0	0	-0.001
O	2.326	35.921	28.857	0	0.001	0
O	5.114	-1.595	23.21	0	0	0
O	12.422	18.916	28.489	0.001	0.001	-0.001
O	0.541	31.704	28.791	0	0	0
O	15.366	-8.137	19.452	0.001	0	-0.001
O	-6.466	6.751	29.578	0	0.001	-0.001
O	-3.156	18.324	25.632	0	0	-0.001
O	20.193	-0.51	19.631	0	0	-0.001
O	8.366	12.274	26.247	0	-0.001	0
O	8.173	3.911	28.398	0	0	0
O	-8.392	22.681	23.843	0	0	-0.001
O	2.321	18.574	18.256	0.001	0.001	-0.002
O	16.988	12.839	24.307	0	0	0
O	7.975	23.626	26.499	0.001	0	-0.001
O	2.779	31.676	21.923	0	-0.001	0
O	-0.209	27.42	15.368	0	-0.001	0.001
O	11.433	-8.177	20.941	0	0	0
O	8.258	8.72	22.992	0	0	0
O	9.33	3.465	20.281	0	0	0
O	13.498	-2.004	28.915	0	0	0
O	13.425	8.072	28.881	0.001	0	0
O	7.766	0.064	26.59	0	0	0
O	12.854	13.882	21.04	0.001	-0.001	0
O	16.449	20.009	24.467	0	0	0
O	22.43	16.003	28.686	0	0	0
O	29.657	24.78	15.433	0	0	0
O	8.577	15.311	18.418	0	0	0
O	13.392	15.364	16.389	0	0	0.001
O	5.994	-3.5	24.921	0.001	0.001	0
O	-0.086	1.426	23.322	0	0	0
O	-13.107	-13.085	20.489	-0.001	0	0
O	19.456	-13.287	23.096	0	0	0
O	0.718	5.452	28.932	-0.001	0	0.003
O	10.005	34.945	14.668	0	0	0.001
O	-13.859	8.221	28.631	0.001	0.001	-0.001
O	5.168	12.216	22.489	0	0	0
O	1.61	14.719	16.363	0	-0.001	0
O	-14.635	4.869	21.863	0	0	0
O	11.86	14.037	14.776	0	0	0
O	13.351	11.999	27.337	0.001	0	-0.001
O	-7.526	9.796	27.231	0	0	-0.001
O	8.707	1.115	16.612	0.001	0.001	0
O	-3.295	20.629	20.914	0	0	0
O	6.359	9	27.866	0.001	-0.001	0.001
O	7.557	13.406	30.438	0	0	0.001
O	13.005	-2.376	18.464	0	0	0
O	17.133	3.959	26.861	0	0	0
O	11.614	10.687	28.848	0.001	0	-0.001
O	-5.49	15.053	19.678	0	0	0.001
O	0.524	5.582	15.395	-0.003	-0.003	0
O	13.979	-0.271	26.883	0	0.001	-0.001
O	13.1	-0.1	19.937	0.001	0	0
O	11.175	-5.909	15.387	0	0	-0.001
O	1.863	1.014	20.534	0	0	0
O	20.3	4.268	17.739	-0.001	-0.001	0
O	13.883	3.709	30.234	0.001	0.001	0.001
O	-0.577	1.478	25.889	0	0	-0.001
O	16.551	10.311	28.796	-0.001	-0.001	-0.002
O	4.452	5.004	21.939	0	0.001	0
O	7.284	14.606	16.216	0	0	0.001
O	5.825	9.683	18.103	-0.001	0.001	0.002
O	-2.852	9.436	22.165	0	0.001	0

Results
free energy: -283317.470 eV
free energy less fixed offsets of O -570.45, Si -639.56 eV per atom: -4.110 eV

The program warned: the cutoff lies below the one the program advises for these potential files; the forces do not sum to zero within the program's tolerance; empty levels may hold ghost states of the PAW files; the exchange-correlation potential is rough where the density is thin.
